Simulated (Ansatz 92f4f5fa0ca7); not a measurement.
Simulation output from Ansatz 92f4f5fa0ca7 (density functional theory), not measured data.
Periodic cell of 226 atoms, Si133O91H2, from a study of silicon, its oxide and their interface. The atomic structure is a simulated model.
Doubt: the cutoff is far below the 930 eV that the study's wrapper takes by default for these files, so forces and energies are approximate.
This geometry differs little from another in the collection (a relaxation step or a small displacement).

Settings: functional PBE; potential files Ansatz PAW; basis plane waves; wave-function cutoff 580 eV; density cutoff ratio 5; exchange-correlation grid ratio 1; k mesh 1 x 1 x 1, Gamma-centred; self-consistency stop 5e-08 eV per atom in the density residual; occupations fixed; spin none; net charge 0.

Cell vectors (angstrom)
a, 10.938, 0, 0
b, 0, 10.938, 0
c, 0, 0, 32.8096

Atoms and the computed forces on them: element, x, y, z (angstrom), force x, y, z (eV/angstrom)
Si, 0.382, -0.1296, 25.173, 0.0083, 0.0065, 0.0412
Si, 5.3178, 0.1532, 25.2989, 0.0054, 0.0081, 0.0007
Si, 3.1462, 2.4467, 25.4529, -0.0156, 0.0092, 0.0436
Si, 8.1093, 3.1019, 25.3493, 0.011, -0.019, 0.069
Si, -0.0932, 5.664, 25.6913, 0.0035, 0.0021, 0.0236
Si, 5.723, 5.177, 25.2875, -0.0081, 0.0103, -0.0026
Si, 2.5054, 8.4173, 25.1997, -0.002, -0.0157, 0.0248
Si, 8.6359, 7.8449, 25.3099, -0.0145, 0.01, 0.0412
Si, 1.4594, 1.3393, 26.6713, -0.0279, 0.0117, 0.0046
Si, 6.9399, 1.3693, 26.5435, 0.0206, -0.0155, -0.0042
Si, 4.2256, 4.0725, 26.7328, -0.0242, 0.0244, 0.0195
Si, 9.5636, 4.1297, 26.8624, -0.0142, -0.0047, -0.0001
Si, 1.4622, 6.9545, 26.7739, 0.0089, 0.0104, 0.0006
Si, 6.8813, 6.8274, 26.5632, -0.0139, 0.0351, 0.0024
Si, 4.1184, 9.5311, 26.5848, 0.0206, -0.0139, 0.0039
Si, 9.6771, 9.6101, 26.5118, -0.0276, 0.0209, -0.0039
Si, 2.7793, -0.0532, 28.0347, -0.0144, 0.0017, 0.0114
Si, 8.2535, -0.022, 27.9474, 0.0099, -0.0056, 0.0025
Si, 0.0374, 2.6848, 28.0442, 0.0218, -0.0094, -0.0111
Si, 5.5599, 2.6646, 28.0404, -0.0021, 0.006, 0.0161
Si, 2.7849, 5.4567, 28.0324, 0.0119, -0.018, -0.0068
Si, 8.1568, 5.5122, 28.0874, 0.0164, -0.0118, 0.0107
Si, -0.0037, 8.2616, 28.0449, 0.018, 0.0001, 0.0158
Si, 5.4888, 8.1759, 27.967, 0.0029, -0.0113, 0.0014
Si, 4.1018, 1.3673, 29.3913, 0.2379, -0.2055, 0.0298
Si, 9.5708, 1.3673, 29.3913, 0.0383, -0.3417, -0.0829
Si, 1.3673, 4.1018, 29.3913, 0.1366, -0.0296, -0.0781
Si, 6.8362, 4.1018, 29.3913, -0.0533, -0.118, 0.4079
Si, 4.1018, 6.8362, 29.3913, 0.3287, -0.0108, -0.0229
Si, 9.5708, 6.8362, 29.3913, -0.0299, 0.3657, 0.1743
Si, 1.3673, 9.5708, 29.3913, 0.0409, 0.1674, 0.3559
Si, 6.8362, 9.5708, 29.3913, 0.111, -0.0235, -0.5534
Si, 0, 0, 30.7586, 0.0359, 0.0366, 0.0311
Si, 5.469, 0, 30.7586, -0.0504, 0.0717, -0.018
Si, 2.7345, 2.7345, 30.7586, 0.0249, 0.0668, -0.0156
Si, 8.2035, 2.7345, 30.7586, 0.0159, 0.1078, -0.0223
Si, 0, 5.469, 30.7586, 0.0038, 0.0283, -0.046
Si, 5.469, 5.469, 30.7586, -0.0564, -0.0286, 0.0252
Si, 2.7345, 8.2035, 30.7586, -0.0505, 0.0353, -0.0314
Si, 8.2035, 8.2035, 30.7586, 0.0765, 0.0239, 0.0183
Si, 1.3673, 1.3673, 32.1258, -0.0436, -0.0278, -0.0192
Si, 6.8362, 1.3673, 32.1258, -0.0049, -0.0427, -0.027
Si, 4.1018, 4.1018, 32.1258, 0.0219, 0.0084, -0.0036
Si, 9.5708, 4.1018, 32.1258, 0.0143, -0.059, -0.014
Si, 1.3673, 6.8362, 32.1258, 0.0337, -0.0103, -0.0248
Si, 6.8362, 6.8362, 32.1258, 0.0239, -0.0257, -0.0169
Si, 4.1018, 9.5708, 32.1258, 0.0583, -0.04, -0.0271
Si, 9.5708, 9.5708, 32.1258, 0.0034, 0.0042, -0.0078
Si, 2.7345, 0, 0.6835, -0.0219, 0.0369, 0.0206
Si, 8.2035, 0, 0.6835, 0.0145, 0.0255, 0.0308
Si, 0, 2.7345, 0.6835, 0.0169, 0.067, 0.0199
Si, 5.469, 2.7345, 0.6835, 0.0265, -0.0004, -0.0023
Si, 2.7345, 5.469, 0.6835, -0.0461, 0.0046, 0.0381
Si, 8.2035, 5.469, 0.6835, -0.0048, 0.0312, 0.0328
Si, 0, 8.2035, 0.6835, -0.0012, -0.0153, -0.0028
Si, 5.469, 8.2035, 0.6835, -0.1019, 0.0542, 0.0037
Si, 4.1018, 1.3673, 2.0507, 0.0381, -0.0065, -0.0017
Si, 9.5708, 1.3673, 2.0507, 0.0465, -0.0259, 0.0311
Si, 1.3673, 4.1018, 2.0507, -0.0151, -0.0838, 0.0378
Si, 6.8362, 4.1018, 2.0507, -0.1128, -0.0918, -0.0254
Si, 4.1018, 6.8362, 2.0507, 0.1142, 0.0054, 0.0099
Si, 9.5708, 6.8362, 2.0507, 0.0153, 0.0063, -0.0098
Si, 1.3673, 9.5708, 2.0507, -0.0745, -0.0692, -0.0224
Si, 6.8362, 9.5708, 2.0507, -0.0021, -0.0883, 0.0231
Si, 0, 0, 3.418, -0.0508, -0.1239, -0.334
Si, 5.469, 0, 3.418, -0.114, 0.2487, 0.1309
Si, 2.7345, 2.7345, 3.418, 0.0225, 0.1673, -0.0336
Si, 8.2035, 2.7345, 3.418, -0.1153, 0.1326, 0.1977
Si, 0, 5.469, 3.418, -0.229, -0.0137, 0.2685
Si, 5.469, 5.469, 3.418, -0.0489, -0.0473, -0.4516
Si, 2.7345, 8.2035, 3.418, -0.2044, 0.0598, 0.0887
Si, 8.2035, 8.2035, 3.418, -0.1235, -0.2067, -0.2436
Si, 1.3612, 1.3502, 4.7471, 0.0196, -0.0194, -0.0149
Si, 6.7817, 1.4284, 4.8141, -0.0063, 0.009, 0.0051
Si, 4.0505, 4.1915, 4.7739, -0.0062, 0.0008, -0.0131
Si, 9.5246, 4.1186, 4.8359, -0.0023, 0.0006, -0.0058
Si, 1.3209, 6.8623, 4.804, -0.0037, 0.0089, 0.0004
Si, 6.8602, 6.7647, 4.757, 0.0145, 0.0041, -0.0132
Si, 4.0785, 9.5894, 4.7814, -0.0074, 0.0105, -0.0055
Si, 9.5125, 9.6019, 4.7434, -0.0048, 0.001, -0.0084
Si, 2.7056, 0.0136, 6.1741, 0.0109, 0.0143, 0.0276
Si, 8.1, -0.0288, 6.1268, -0.0104, -0.0098, 0.0108
Si, -0.0716, 2.6445, 6.0946, -0.0241, 0.0228, 0.0123
Si, 5.4242, 2.8856, 6.163, 0.0268, -0.012, 0.0032
Si, 2.6469, 5.4979, 6.2085, -0.0202, -0.0033, -0.0009
Si, 8.1191, 5.4302, 6.3008, 0.0007, -0.0141, 0.0084
Si, -0.1241, 8.207, 6.1206, 0.0056, -0.0168, 0.0005
Si, 5.4151, 8.098, 6.0071, -0.0011, 0.0116, 0.0137
Si, 3.819, 1.7384, 7.3781, -0.0028, -0.0715, -0.0529
Si, 9.6877, 1.0741, 7.4396, -0.0311, 0.0063, -0.021
Si, 1.478, 3.8007, 7.3881, -0.0146, 0.0474, -0.0372
Si, 6.4259, 4.4318, 7.7314, 0.0255, -0.0019, -0.0757
Si, 4.2222, 6.7262, 7.4997, -0.0171, 0.0043, -0.0227
Si, 9.2435, 7.0864, 7.5375, 0.018, 0.0004, -0.027
Si, 1.0126, 9.8132, 7.3763, 0.029, -0.0326, -0.0464
Si, 6.9276, 9.2397, 7.327, 0.0138, 0.019, -0.0483
O, 9.759, 6.6821, 24.9915, 0.0018, -0.0063, -0.0095
O, 4.2063, 1.3071, 24.9208, 0.0224, -0.0238, -0.0086
O, 8.0932, 8.2206, 7.9536, -0.0194, 0.0025, 0.0243
O, 2.6466, 2.7632, 7.9538, 0.0042, -0.0089, 0.0334
O, 6.9115, 4.1173, 24.7937, -0.0066, 0.0065, -0.019
O, 1.4303, 9.5948, 24.6924, -0.0016, 0.0014, -0.0216
O, 5.3136, 5.6149, 8.0383, 0.0034, -0.0041, 0.0096
O, -0.0929, -0.0135, 7.8883, 0.0186, 0.0132, 0.0295
O, 6.7999, 3.9275, 9.2678, 0.0135, -0.0083, 0.0782
O, 5.8924, 9.8118, 8.4794, -0.0157, 0.0091, 0.0233
O, 9.8682, 6.4309, 8.9406, 0.0119, -0.0151, 0.0181
O, 1.5307, 9.1118, 8.7565, 0.0035, -0.0025, 0.0146
O, 4.7479, 1.3007, 8.6704, 0.0115, -0.0063, 0.0222
O, 0.5822, 4.3303, 8.663, -0.0132, -0.0005, 0.0222
O, 8.9294, 1.6023, 8.8144, -0.0054, 0.0086, 0.0299
O, 3.7056, 7.5714, 8.8352, -0.0125, 0.0198, 0.025
O, 8.1935, 8.2403, 23.7854, 0.0036, 0.002, -0.0364
O, 9.1116, 2.7303, 24.1046, 0.0038, 0.002, -0.0288
O, 4.8787, 5.6764, 23.96, -0.0108, 0.0083, -0.0013
O, 2.671, 3.0927, 24.0343, -0.0099, 0.0126, -0.0231
O, 10.8711, 0.776, 23.8497, -0.0121, 0.0157, -0.0092
O, 0.7705, 4.923, 24.5355, 0.0116, -0.0122, -0.0239
O, 3.0539, 7.609, 23.8553, 0.0137, -0.0134, -0.0131
O, 5.7761, 10.3634, 23.8874, 0.0094, -0.0066, -0.0349
Si, 6.1958, -0.4361, 22.3147, -0.0159, -0.0074, 0.0047
Si, 4.3974, 10.2323, 19.8574, -0.0014, 0.0171, -0.004
Si, 2.5787, 14.0944, 16.3337, 0.0033, -0.0045, -0.0003
Si, 12.7505, 5.7903, 16.5171, 0.0026, -0.0075, 0.0005
Si, 5.1721, -0.0461, 9.4513, -0.0084, -0.0011, 0.0041
Si, 6.6804, 8.3291, 15.944, 0.0037, 0.0028, -0.0006
Si, 2.9273, 5.0317, 14.0615, -0.003, -0.0002, 0.0067
Si, -3.2501, 4.2995, 16.005, 0.0012, 0.0005, -0.0037
Si, 17.1046, 10.9585, 17.3203, -0.0022, -0.0011, 0.0049
Si, 6.7127, 6.1353, 18.1152, -0.0055, -0.0037, -0.0008
Si, 7.3162, 4.2103, 10.8062, 0.0023, -0.0136, -0.0071
Si, 1.4734, 10.2422, 19.3473, 0.0041, 0.005, -0.013
Si, 11.5805, 4.4496, 12.4148, -0.0117, 0.0044, -0.0042
Si, 8.7129, 12.3409, 16.5503, -0.0024, -0.0017, 0.0021
Si, 5.6632, 3.7476, 13.5432, 0.0061, -0.002, 0.0007
Si, 9.2074, 8.09, 14.0614, -0.0016, -0.0023, -0.0045
Si, -0.7988, 10.9654, 14.3319, 0.0028, 0.003, 0.0007
Si, 7.368, 10.3014, 11.3785, 0.0015, 0.0086, 0.0074
Si, 9.6831, 10.1236, 20.3207, 0.0019, 0.0061, -0.0084
Si, 8.3745, 8.4806, 22.2034, -0.0182, -0.0014, 0.0033
Si, -0.6717, 2.1292, 23.1155, 0.0308, 0.0004, -0.0154
Si, 5.5336, 8.9706, 13.1907, 0.0014, 0.0051, 0.0025
Si, 8.1182, 12.3968, 21.0171, 0.0044, 0.0076, 0.0032
Si, 0.6181, 11.6381, 16.8153, -0.0002, 0.0044, -0.0059
Si, 11.1364, 5.6124, 9.586, -0.005, 0.0111, 0.0076
Si, 4.2809, 7.0169, 20.0342, 0.0005, -0.0055, 0.0078
Si, 3.7018, 6.3332, 23.0279, -0.0132, -0.0095, -0.0139
Si, -0.7075, 5.5485, 14.8972, -0.0002, -0.0025, -0.0006
Si, 1.3863, 7.1228, 19.1236, 0.0057, -0.0048, -0.0108
Si, 3.0488, 9.9725, 11.5319, -0.0034, -0.0142, -0.0054
Si, -1.6247, 7.2335, 19.7253, -0.0054, 0, -0.0045
Si, 2.3018, 7.9627, 9.5941, -0.0007, -0.0058, 0.0058
Si, 1.6068, 4.1339, 23.411, 0.0002, 0.0017, -0.0182
Si, 4.4746, 12.4075, 15.1837, -0.0001, -0.0019, 0.0017
Si, 11.6981, 12.3334, 11.983, -0.0004, -0.0009, 0.0022
Si, 7.3717, 7.355, 11.6437, 0.0066, -0.0017, 0.01
Si, 9.1993, 1.6886, 10.428, -0.017, 0.008, -0.0084
O, 7.4975, 5.8735, 10.9226, -0.0018, 0.0097, -0.004
O, 6.6634, 4.1432, 14.7575, -0.0006, 0.0005, 0.0019
O, 10.823, 6.5431, 19.5569, -0.0003, 0.0008, 0.007
O, 2.8828, 10.8326, 19.865, 0.0125, -0.0092, 0.0063
O, 7.6583, 8.7689, 10.7854, -0.0007, -0.0076, 0.0009
O, -2.463, 0.2279, 19.9909, 0.0014, -0.0046, 0.0028
O, 2.3657, 8.5395, 11.1336, 0.0002, 0.0161, 0.0095
O, 4.4541, 4.8516, 13.551, -0.0001, -0.0024, -0.0039
O, 15.0125, 2.5079, 16.4014, 0.0007, 0.0015, -0.0019
O, 6.9539, 4.6426, 17.4426, 0.0011, 0.0014, 0.0024
O, 5.5535, 8.5837, 14.7734, 0.0034, -0.0008, 0.0066
O, 0.4137, 10.8429, 15.4089, 0.0022, -0.001, 0.0033
O, 8.1632, 8.2887, 15.2861, -0.0085, -0.0005, 0.0042
O, 8.5942, 13.9149, 16.2159, -0.0008, -0.001, 0.0002
O, 7.4295, 11.9782, 17.488, 0.004, 0.0006, 0
O, 8.4983, 7.331, 12.8135, 0.0003, 0.0079, 0.0032
O, 5.8643, 7.6139, 12.2906, 0.0015, 0.0013, -0.0032
O, 9.48, -2.1121, 19.3274, 0.0011, -0.0031, 0.0074
O, 2.5176, 15.4405, 17.2699, 0.0003, -0.0018, 0.003
O, -4.6254, 6.9857, 16.7732, 0.0019, 0.0043, 0.0024
O, 12.3046, 10.5741, 17.7668, 0.0002, -0.0023, 0.0096
O, -2.7793, 6.5734, 18.7733, -0.0011, -0.0007, 0.0026
O, 12.3803, 8.6522, 19.619, -0.0002, -0.0012, 0.0074
O, 6.326, 3.7871, 12.0472, -0.0091, -0.0007, 0.0094
O, 11.2942, 5.2103, 16.0653, 0.0018, 0.0019, 0.0003
O, 0.492, 3.204, 22.6587, -0.0007, -0.002, 0.0144
O, 13.7013, 6.4376, 19.7106, -0.0022, 0.0015, 0.0054
O, -8.9299, 11.212, 11.9514, -0.005, 0.0081, -0.0063
O, 2.7383, 6.2006, 15.2123, 0.0011, 0.0032, -0.0007
O, 16.4138, 11.3615, 15.9036, -0.0001, -0.0014, 0.0035
O, 8.5973, 3.1443, 10.9494, 0.0002, 0.0011, -0.0053
O, 10.6702, 11.9796, 13.1861, -0.0038, -0.0053, 0.0023
O, -1.384, 9.5829, 21.8759, 0.0023, 0.0035, 0.0054
O, 5.4753, 6.2179, 19.2044, 0.0062, -0.0005, -0.0004
O, -6.0184, 10.6631, 21.3315, 0.0056, -0.0034, -0.0022
O, 1.2571, 13.8722, 12.2175, 0.0037, 0.0019, -0.0053
O, 10.8219, 1.5039, 10.6089, 0.0109, -0.0017, -0.0016
O, 1.4298, 13.0391, 16.7382, -0.0001, -0.003, 0.0036
O, 8.8091, 11.5362, 15.1136, -0.0018, 0.0019, 0.0024
O, 5.1339, 13.1683, 13.8819, -0.0005, 0.0035, 0.0035
O, 3.8062, 10.365, 10.1488, 0.0019, 0.0059, 0.0047
O, 6.231, 0.2592, 10.6229, -0.0018, -0.0042, -0.0066
O, 6.938, 9.1404, 21.773, 0.0117, 0.0032, 0.0129
O, -2.2012, 5.4451, 15.5225, -0.0013, -0.0019, 0.0025
O, 9.5384, 1.8335, 21.7082, -0.0269, -0.014, -0.0209
O, 4.4379, 6.829, 21.6552, 0.0079, 0.0054, -0.0101
O, 5.2355, 10.9807, 18.6566, -0.0032, -0.0092, 0.0057
O, 8.6303, 0.3815, 11.2672, -0.0019, -0.011, 0.0002
O, 0.1919, 10.8529, 20.1394, 0.0012, 0.0003, 0.0076
O, 6.7655, 10.0417, 12.8927, -0.0056, -0.0074, 0.0028
O, 8.7493, 7.1638, 21.2853, 0.0062, -0.0009, 0.0023
O, -0.8671, 1.0937, 17.3946, 0.0033, -0.0011, 0.0044
O, 4.4243, 8.6064, 19.6363, -0.0008, 0.0036, 0.0066
O, 10.8448, 5.0544, 11.0853, 0.004, -0.0106, 0.017
O, 10.442, 7.1203, 14.49, 0.0042, -0.0028, -0.0014
O, 7.4489, 2.7221, 20.2482, 0.0121, 0.0049, 0.0488
O, 4.1036, 9.6656, 12.7553, 0.0108, -0.003, 0.0036
O, 1.9521, 5.3616, 12.7939, 0.0042, 0, -0.0047
O, 1.4809, 6.5817, 9.6479, 0.0009, 0.0032, -0.0122
O, 6.716, 9.4587, 17.1029, -0.0016, -0.0013, -0.0051
O, 7.1307, 11.8337, 22.2008, 0.0074, 0.0052, -0.0067
O, 2.5097, 5.2569, 22.6188, 0.0065, 0.0054, 0.0121
O, -1.1218, 9.5358, 13.6288, -0.0016, -0.0043, -0.0027
O, 13.3347, 14.5757, 14.7638, 0.003, -0.0011, 0.0007
O, 1.5732, 7.0492, 17.4995, -0.0018, 0.0046, 0.0062
O, 10.465, 4.5452, 13.6185, -0.0015, 0.0029, 0.0041
H, 7.2888, 2.6285, 19.2958, -0.005, -0.0058, -0.0346
O, 3.1278, 11.6141, 14.7457, 0.0042, 0.0017, -0.0085
H, 2.9058, 11.5119, 13.8078, -0.0007, -0.001, 0.0096

Results
free energy: -136335.394 eV
free energy less fixed offsets of H -15.97, O -568.88, Si -635.61 eV per atom: 0.756 eV

The program warned: the cutoff lies below the one the program advises for these potential files; the forces do not sum to zero within the program's tolerance; the exchange-correlation potential is rough where the density is thin.
